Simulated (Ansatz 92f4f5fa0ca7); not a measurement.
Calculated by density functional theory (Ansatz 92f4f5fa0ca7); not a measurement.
Periodic cell of 351 atoms, Si241O110, from a study of silicon, its oxide and their interface. The atomic structure is a simulated model.
Doubt: the cutoff is far below the 930 eV that the study's wrapper takes by default for these files, so forces and energies are approximate.
This geometry differs little from another in the collection (a relaxation step or a small displacement).

Settings: functional PBE; potential files Ansatz PAW; basis plane waves; wave-function cutoff 580 eV; density cutoff ratio 5; exchange-correlation grid ratio 1; k mesh 1 x 1 x 1, Gamma-centred; self-consistency stop 5e-08 eV per atom in the density residual; occupations fixed; spin none; net charge 0.

Cell vectors (angstrom)
a 11.6015 0 0
b 0 13.3963 0
c 0 0 40.2768

Atoms: element, x, y, z (angstrom)
Si 0 2.2327 1.1851
Si 3.8672 2.2327 1.1851
Si 7.7343 2.2327 1.1851
Si 1.9336 5.5818 1.1851
Si 5.8008 5.5818 1.1851
Si 9.6679 5.5818 1.1851
Si 0 8.9308 1.1851
Si 3.8672 8.9308 1.1851
Si 7.7343 8.9308 1.1851
Si 1.9336 12.2799 1.1851
Si 5.8008 12.2799 1.1851
Si 9.6679 12.2799 1.1851
Si 1.9336 1.1164 1.9745
Si 5.8008 1.1164 1.9745
Si 9.6679 1.1164 1.9745
Si 0 4.4654 1.9745
Si 3.8672 4.4654 1.9745
Si 7.7343 4.4654 1.9745
Si 1.9336 7.8145 1.9745
Si 5.8008 7.8145 1.9745
Si 9.6679 7.8145 1.9745
Si 0 11.1635 1.9745
Si 3.8672 11.1635 1.9745
Si 7.7343 11.1635 1.9745
Si 1.9336 1.1164 4.3426
Si 5.8008 1.1164 4.3426
Si 9.6679 1.1164 4.3426
Si 0 4.4654 4.3426
Si 3.8672 4.4654 4.3426
Si 7.7343 4.4654 4.3426
Si 1.9336 7.8145 4.3426
Si 5.8008 7.8145 4.3426
Si 9.6679 7.8145 4.3426
Si 0 11.1635 4.3426
Si 3.8672 11.1635 4.3426
Si 7.7343 11.1635 4.3426
Si 0 0 35.9362
Si 3.8672 0 35.9362
Si 7.7343 0 35.9362
Si 1.9336 3.3491 35.9362
Si 5.8008 3.3491 35.9362
Si 9.6679 3.3491 35.9362
Si 0 6.6981 35.9362
Si 3.8672 6.6981 35.9362
Si 7.7343 6.6981 35.9362
Si 1.9336 10.0472 35.9362
Si 5.8008 10.0472 35.9362
Si 9.6679 10.0472 35.9362
Si 0 0 38.3043
Si 3.8672 0 38.3043
Si 7.7343 0 38.3043
Si 1.9336 3.3491 38.3043
Si 5.8008 3.3491 38.3043
Si 9.6679 3.3491 38.3043
Si 0 6.6981 38.3043
Si 3.8672 6.6981 38.3043
Si 7.7343 6.6981 38.3043
Si 1.9336 10.0472 38.3043
Si 5.8008 10.0472 38.3043
Si 9.6679 10.0472 38.3043
Si 0 2.2327 39.0937
Si 3.8672 2.2327 39.0937
Si 7.7343 2.2327 39.0937
Si 1.9336 5.5818 39.0937
Si 5.8008 5.5818 39.0937
Si 9.6679 5.5818 39.0937
Si 0 8.9308 39.0937
Si 3.8672 8.9308 39.0937
Si 7.7343 8.9308 39.0937
Si 1.9336 12.2799 39.0937
Si 5.8008 12.2799 39.0937
Si 9.6679 12.2799 39.0937
Si -0.0176 -0.0253 28.814
Si 3.9147 0.218 28.7602
Si 7.7841 0.0768 28.8253
Si 2.139 3.3146 28.9221
Si 5.7691 3.2671 29.0635
Si 9.7909 3.4384 28.9043
Si 0.383 6.8862 28.7844
Si 4.2318 6.7301 28.7369
Si 7.7888 6.5533 28.8314
Si 1.9695 10.0783 28.9567
Si 5.9389 10.0561 28.6449
Si 9.7401 10.0417 28.8663
Si 0.1074 2.2306 29.5704
Si 3.9172 2.2152 30.0054
Si 7.8308 2.2849 29.6509
Si 2.2046 5.6042 29.5192
Si 5.9357 5.516 29.805
Si 9.909 5.7136 29.4714
Si 0.0701 8.9924 29.794
Si 3.9945 8.9641 29.509
Si 7.7918 8.8638 29.526
Si 2.0128 12.3669 29.5037
Si 5.8234 12.3234 29.4457
Si 9.6737 12.2793 29.6489
Si 0.0498 2.235 31.9573
Si 3.8893 2.2071 32.2774
Si 7.7712 2.2476 32.0107
Si 2.0382 5.5889 31.9238
Si 5.8522 5.5657 32.1215
Si 9.7591 5.6345 31.8908
Si 0.0197 8.933 32.1092
Si 3.9261 8.9379 31.9143
Si 7.7669 8.9104 31.9261
Si 1.969 12.3009 31.9156
Si 5.811 12.2772 31.8748
Si 9.6748 12.2818 32.0048
Si 1.9203 1.085 32.8425
Si 5.8658 1.0747 32.8143
Si 9.7064 1.1285 32.7727
Si 0.0692 4.489 32.7151
Si 3.901 4.4807 32.8692
Si 7.8342 4.4849 32.7768
Si 1.9976 7.8138 32.7586
Si 5.8353 7.8328 32.7807
Si 9.6777 7.8125 32.8033
Si 0.0345 11.1929 32.7758
Si 3.8916 11.1702 32.7272
Si 7.7288 11.1504 32.7333
Si 1.9225 1.1055 35.1843
Si 5.8152 1.1021 35.1671
Si 9.6738 1.1186 35.1434
Si 0.0076 4.4694 35.1119
Si 3.8647 4.4736 35.2007
Si 7.7546 4.4688 35.1454
Si 1.9453 7.8117 35.1356
Si 5.8046 7.8208 35.1482
Si 9.6622 7.8108 35.1614
Si 0.0078 11.1728 35.1459
Si 3.8702 11.1631 35.1192
Si 7.7268 11.1593 35.122
Si -0.0052 0.0109 5.0588
Si 3.8641 0.0206 5.1028
Si 7.7307 0.008 5.066
Si 1.9436 3.3493 5.1222
Si 5.7925 3.3547 5.19
Si 9.6592 3.3524 5.1227
Si -0.005 6.7001 5.1572
Si 3.8742 6.698 5.1709
Si 7.7249 6.7034 5.177
Si 1.9291 10.033 5.1216
Si 5.7982 10.0311 5.103
Si 9.6594 10.0304 5.1237
Si -0.0477 0.0409 7.3772
Si 3.825 0.0609 7.449
Si 7.6935 0.0127 7.3891
Si 1.9451 3.3511 7.4844
Si 5.7623 3.3601 7.6109
Si 9.6203 3.3578 7.4834
Si -0.0365 6.6951 7.5458
Si 3.8706 6.692 7.573
Si 7.6834 6.7102 7.585
Si 1.8858 10.0118 7.4816
Si 5.7561 10.0008 7.4505
Si 9.6093 9.9982 7.4859
Si -0.0175 2.2687 8.1932
Si 3.8188 2.2418 8.4483
Si 7.7112 2.1936 8.299
Si 1.9175 5.5659 8.2946
Si 5.7853 5.5837 8.4986
Si 9.6158 5.5683 8.3307
Si -0.0582 8.9345 8.3499
Si 3.8303 8.9426 8.3352
Si 7.6578 8.954 8.3982
Si 1.8745 12.2964 8.0601
Si 5.7529 12.2625 8.0513
Si 9.6292 12.274 8.0623
Si -0.0314 2.2999 10.5305
Si 3.7587 2.2223 10.9204
Si 7.6881 2.0803 10.6734
Si 1.913 5.5397 10.6574
Si 5.7945 5.5706 10.9689
Si 9.5548 5.5331 10.7103
Si -0.1173 8.9213 10.7507
Si 3.7827 8.9832 10.7263
Si 7.5833 9.0082 10.833
Si 1.8068 12.3113 10.3484
Si 5.7147 12.2432 10.3392
Si 9.6213 12.2675 10.3568
Si 1.7455 1.0212 11.4269
Si 5.6952 0.9345 11.3496
Si 9.76 1.0251 11.272
Si -0.0584 4.4978 11.4388
Si 3.8026 4.5106 11.7048
Si 7.7316 4.234 11.5999
Si 1.8629 7.7703 11.3746
Si 5.6435 7.8749 11.7304
Si 9.4897 7.7848 11.4656
Si -0.0824 11.2442 11.2629
Si 3.7332 11.332 11.1851
Si 7.6768 11.3579 11.2858
O 3.589 11.9717 12.7349
O 9.3205 7.6712 13.1302
O 7.754 11.9482 12.858
O 7.9644 3.7631 13.21
O -0.0793 4.4728 13.1025
O 1.6852 5.0215 15.0059
O 20.336 -4.0652 20.015
O -0.1088 11.7565 12.8588
O 5.7296 0.3605 12.9283
O 14.6632 4.8396 20.9191
O 5.412 7.9427 13.4027
O 1.4662 7.5744 21.6996
O 13.2139 9.9057 27.338
O 10.8868 1.8454 25.5118
O 12.0759 13.1227 24.6604
O 14.163 9.6318 17.7227
O 10.928 6.5093 23.5306
O 6.2356 16.5084 23.6712
O 4.0569 2.7831 25.1534
O -0.2132 -0.1601 27.1746
O 9.7474 3.5125 27.2593
O -0.8717 15.7312 21.5344
O 2.5702 3.1313 27.3044
O 3.8829 0.7982 27.1557
Si 0.0729 12.2065 19.2961
Si 12.7518 12.0602 23.6412
Si 3.1116 -0.0862 16.332
Si -0.6416 18.2814 23.5121
Si 10.9183 0.2334 25.6715
Si 3.1262 9.8034 24.4354
Si 11.7028 18.4204 14.6242
Si 19.1789 29.0569 23.966
Si -6.2299 8.9085 14.7364
Si 29.3191 -16.3924 25.4254
Si 15.5551 2.4158 26.7512
Si 15.0053 11.1385 14.1087
Si 13.4454 9.586 19.2021
Si 6.1117 -2.354 19.209
Si -1.5911 16.5895 25.7089
Si -14.8466 16.9854 18.931
Si 7.5075 -4.8335 19.2366
Si 12.0455 -6.1033 20.4315
Si 10.2889 7.8951 14.4189
Si -1.5259 -5.8905 22.5437
Si 7.0133 -0.2698 13.7218
Si 18.1958 1.2779 18.0675
Si 7.8244 -13.6505 25.6275
Si 1.443 8.7127 14.13
Si -2.2678 3.1246 21.8056
Si 27.4248 -0.2616 19.3003
Si -7.2903 5.4809 21.7307
Si 3.7445 19.1469 17.6055
Si 13.5849 4.7195 19.7089
Si 8.8901 10.9348 20.3741
Si 16.6216 -9.4977 24.3964
Si 12.2311 16.369 21.5739
Si 7.6493 16.0163 14.3506
Si 7.1412 -1.3481 16.5993
Si -5.5419 6.2284 26.2606
Si 13.4758 13.7427 21.2746
Si -0.0901 -0.1141 13.4645
Si 17.9044 5.7565 19.4796
Si 1.2626 -4.7647 26.3713
Si 3.2505 4.6018 14.9125
Si 21.5854 9.445 25.7461
Si 8.1505 22.6834 16.2579
Si 26.1396 8.3893 16.7339
Si -8.6471 8.2723 21.6784
Si 4.9181 2.2324 15.7154
Si 0.1382 0.3919 16.513
Si 10.1904 -2.8736 23.0083
Si 7.7527 8.0575 24.4476
Si 9.9826 16.4609 16.4695
O 20.6289 -15.722 22.002
O 7.178 14.2207 24.5954
O -1.3346 0.7639 12.8536
O 14.4644 7.1057 17.7122
O -1.0894 7.0594 21.0068
O -3.2905 15.4753 22.5148
O -0.0585 -0.6428 17.76
O 9.5778 17.802 22.7862
O -1.8219 -3.2519 27.1966
O 2.0343 11.0122 24.5053
O 7.4455 0.1176 17.264
O -5.8916 2.3154 17.1463
O 11.4469 8.9618 13.9803
O 23.7777 -4.8527 19.3723
O 6.0368 11.3371 17.582
O 21.0356 -0.3678 25.3144
O 8.5432 3.0509 25.0201
O 4.3831 8.4415 15.9616
O 16.6888 -7.3259 18.4485
O 4.763 6.7956 27.1256
O 14.1452 8.5515 25.3496
O 13.3284 14.1782 16.3954
O 15.7002 7.1058 21.7732
O 3.4761 12.9269 17.8694
O -6.0534 0.6707 19.1491
O 12.5416 19.361 19.6404
O 1.918 -5.8134 13.0484
O 13.3605 21.6168 15.6318
O 7.2199 7.0732 19.7923
O 4.317 4.7935 23.2172
O 21.2687 10.5167 24.5527
O 8.3514 10.9237 16.4692
O 12.2123 4.2229 22.6604
O 7.7246 13.6461 27.1737
O 14.8526 9.2762 22.911
O 11.0091 -6.907 14.8357
O 21.2012 17.1511 17.8965
O -12.4413 1.666 16.7569
O 4.5545 10.4116 24.9441
O 11.341 13.1229 15.0722
O -2.1319 8.5749 15.6376
O 7.2098 18.0914 18.6574
O 6.8886 -1.5649 25.4211
O 6.1307 -3.9621 19.4563
O 15.165 3.0964 15.4602
O 14.4228 4.577 18.3
O -6.8266 11.6949 19.8629
O 10.9131 4.3901 25.0616
O 7.5137 11.6603 19.8388
O 1.065 3.4219 20.0556
O 13.718 -0.6861 22.5091
O 20.1737 2.9157 15.6538
O -9.3911 10.0858 13.7912
O 5.3161 3.0116 27.4715
O 7.9541 14.4464 13.9777
O 3.7606 4.7307 13.3664
O 8.8249 17.2087 20.4503
O 6.573 7.064 24.9551
O 14.5396 11.9728 15.4162
O 8.4809 7.5681 23.036
O 17.6365 2.715 14.6281
O 6.9602 9.4863 24.3543
O 15.6766 5.5017 16.0178
O 18.4953 9.0303 15.2611
O 16.4297 10.3775 14.3065
O 5.5834 18.2422 25.5826
O -3.7241 -4.8832 17.6559
O 7.3709 6.151 27.2502
O 1.3106 0.6685 13.0271
O 8.9442 8.1897 25.5789
O 6.5906 -0.9906 15.1142
O 28.91 -8.1973 20.9051
O 10.2065 -1.7924 19.6882
O 14.5919 9.1712 20.3038
O 7.7416 15.4901 18.8458
O -7.257 0.7114 15.627
O 0.9404 -6.141 27.2211
O 3.225 0.4073 20.3762
O 12.8407 11.0749 19.4199
O 12.177 26.7766 20.3282
O 11.5292 -1.9984 22.7999
O 6.11 9.8679 26.9847
O -0.6138 4.0157 15.6531
O 11.5128 -4.4421 25.5311
O -0.951 -4.3829 22.6421
O 24.8566 15.1894 22.0012

Results
free energy: -215761.606 eV
free energy less fixed offsets of O -568.88, Si -635.61 eV per atom: -2.796 eV

Forces (eV/angstrom), in the order of the atoms: element, x, y, z
Si -0.0002 -0.0255 -0.0247
Si 0.0026 -0.0215 -0.0138
Si 0.019 -0.0317 -0.0128
Si 0.0026 0.0163 0.0049
Si -0.0056 0.0055 -0.0328
Si 0.0124 0.0257 0.0173
Si -0.001 0.0185 0.0358
Si 0.0094 0.0087 0.0255
Si -0.0021 0.0191 0.0089
Si 0.0085 0.0116 0.0114
Si 0.0117 0.0012 0.0281
Si -0.0052 -0.0019 -0.0016
Si -0.0024 0.0429 -0.004
Si -0.0281 0.097 -0.007
Si -0.0189 0.0569 0.0023
Si 0.0051 -0.0077 -0.0111
Si 0.0463 0.0124 -0.0034
Si -0.071 0.0129 -0.0164
Si 0.0158 -0.0777 -0.0119
Si -0.0039 -0.0807 -0.0024
Si -0.0312 -0.0741 -0.0058
Si -0.0279 -0.041 -0.0121
Si -0.0245 0.0085 -0.0112
Si 0.0061 -0.0328 -0.0014
Si 0.0365 0.1425 -0.3523
Si -0.0742 0.2802 -0.153
Si -0.0696 0.1712 -0.3998
Si 0.0039 0.0498 0.1292
Si 0.1201 0.0624 0.098
Si -0.1837 0.0849 0.2245
Si 0.024 -0.1596 0.1076
Si -0.0058 -0.186 -0.0603
Si -0.0925 -0.148 0.0529
Si -0.059 -0.1264 -0.0147
Si -0.0574 0.0181 0.0869
Si -0.0154 -0.1067 -0.0977
Si -0.1231 -0.0338 0.2595
Si 0.0359 -0.1198 -0.01
Si 0.1608 -0.124 0.0547
Si -0.1362 0.0147 0.0611
Si 0.1628 -0.0138 -0.084
Si 0.1718 0.0236 -0.0329
Si 0.0758 -0.0444 -0.1385
Si 0.0585 0.1539 0.1828
Si -0.0285 -0.0141 0.0871
Si 0.0868 -0.0008 -0.1274
Si -0.03 0.0524 -0.0279
Si -0.0173 0.0658 -0.1609
Si -0.0446 -0.0059 -0.0009
Si 0.0156 -0.0204 0.0117
Si 0.0598 -0.0377 0.0085
Si -0.0496 -0.001 -0.0067
Si 0.0542 -0.0013 0.0012
Si 0.0653 0.0083 -0.0085
Si 0.0283 -0.0021 0.013
Si 0.0228 0.0584 0.004
Si -0.0237 0.0008 -0.0042
Si 0.0332 0.0138 0.0087
Si -0.0104 0.0347 0.0062
Si -0.0116 0.0451 0.0193
Si -0.0008 0.0112 0.0304
Si -0.0107 0.0154 -0.0276
Si -0.0128 0.0206 -0.017
Si 0.0094 -0.0143 -0.0109
Si -0.0004 0.0032 0.0095
Si -0.0178 -0.0233 -0.0195
Si 0.0007 -0.0164 -0.0374
Si -0.0026 -0.0183 0.0109
Si -0.0037 -0.0211 -0.0176
Si -0.0199 -0.0001 -0.0128
Si -0.0034 0.0023 -0.0073
Si 0.0089 0.013 0.0377
Si 0.0107 0.0089 0.0144
Si -0.0045 0.0068 0.0203
Si 0.0078 0.0015 0.0215
Si -0.0018 -0.0021 0.0087
Si -0.0081 -0.0002 0.0221
Si 0.0052 -0.0169 0.0278
Si -0.0105 -0.0009 0.0224
Si 0.0052 -0.0154 0.0219
Si -0.0033 0.0129 0.0149
Si 0.0136 0.0047 0.0191
Si -0.0082 -0.0055 0.0226
Si -0.0057 0.0038 0.0286
Si -0.003 0.0039 -0.0138
Si 0.0097 -0.0024 0.0053
Si -0.0031 0.007 -0.0077
Si 0.0044 0.0023 -0.0103
Si -0.0042 0.0025 0.0042
Si 0.0087 0.0083 -0.0126
Si -0.0107 -0.0049 -0.007
Si -0.0045 0.0098 -0.0098
Si 0.008 -0.0028 -0.016
Si -0.0032 -0.0076 -0.0106
Si -0.0022 -0.0026 -0.0098
Si -0.0022 -0.0063 -0.0163
Si -0.0045 -0.0021 0.0126
Si -0.0108 -0.0065 0.0104
Si 0.0019 -0.0014 0.0143
Si 0.0063 0.008 0.0242
Si 0.002 -0.0039 0.0071
Si 0.0072 0.0022 0.0185
Si 0.0029 0.0021 0.0121
Si 0.0063 -0.0036 0.0198
Si -0.0005 0.0025 0.0156
Si -0.0002 0.0052 0.0197
Si -0.0072 -0.0019 0.0181
Si -0.0017 -0.0007 0.0172
Si 0.0102 0.0032 -0.0038
Si -0.0032 0.0071 -0.0098
Si 0.0007 0.0058 -0.0059
Si -0.0077 -0.0019 -0.0008
Si -0.0001 -0.0017 -0.0085
Si -0.0111 -0.0052 -0.003
Si -0.0079 -0.0065 -0.0073
Si -0.0032 -0.0011 -0.0076
Si 0.0005 -0.0005 -0.0079
Si -0.0021 -0.0051 -0.0062
Si 0.0046 0.0033 -0.0061
Si 0.0105 -0.0027 -0.0079
Si 0.0004 0.0004 -0.0054
Si -0.0031 0.0007 0.0013
Si -0.0002 -0.0021 -0.0018
Si 0.0017 0.001 0.0001
Si -0.001 -0.0025 -0.0035
Si 0.0005 0.0006 -0.0024
Si -0.0003 0.0024 -0.0005
Si -0.0011 0.0014 0
Si 0.0026 0.0001 -0.0024
Si -0.0003 0 -0.0018
Si -0.0008 0.0005 0.0031
Si 0.0008 0.0025 0.0011
Si -0.0005 -0.0015 0.0069
Si -0.0016 -0.0007 0.003
Si 0.0018 -0.0018 0.0079
Si 0 -0.0029 0.0041
Si -0.0022 0.0002 0.0001
Si 0.0028 -0.0029 0.0022
Si -0.0005 -0.0024 0.0004
Si 0.0022 -0.0025 -0.0011
Si -0.0017 -0.0013 -0.0006
Si -0.0013 0.0038 0.0002
Si 0.0008 0.0011 -0.0002
Si -0.0026 0.0014 -0.0014
Si 0.0052 -0.0117 0.0162
Si 0.0025 -0.0067 0.0093
Si -0.0079 -0.0023 0.012
Si -0.011 -0.0016 0.0095
Si 0.0012 -0.0053 0.0043
Si -0.0052 0.0011 0.0087
Si 0.0051 0.0048 0.0067
Si -0.0081 0.0032 0.0087
Si 0.001 -0.0047 0.0071
Si 0.0048 -0.0003 0.012
Si 0.002 0.0077 0.0148
Si 0.0088 0.0041 0.0142
Si 0.0124 0.0035 -0.0048
Si 0.0007 0.0012 -0.0135
Si 0.002 -0.0068 -0.0104
Si 0.0017 -0.0004 -0.0055
Si 0.0052 0.0038 -0.0117
Si -0.0071 -0.0017 -0.0073
Si -0.0036 -0.0016 -0.0172
Si -0.0023 -0.0032 -0.0151
Si -0.0071 -0.003 -0.0183
Si -0.0079 0.0076 -0.0145
Si 0.0082 0.0035 -0.0152
Si 0.0011 0.0049 -0.0108
Si 0.0044 0.0111 -0.0088
Si -0.0018 0.0113 0.0077
Si -0.001 0.0197 0.0013
Si 0.0042 0.0028 0.0166
Si 0.0045 -0.0011 0.0134
Si -0.0039 0.0046 0.014
Si -0.0107 0.0043 0.0108
Si -0.0002 0.0067 0.0059
Si -0.0082 0.002 0.0105
Si 0.0117 -0.0066 0.0074
Si -0.007 -0.002 0.008
Si -0.0005 -0.0177 0.0019
Si -0.0042 -0.0065 -0.0056
Si 0.0055 -0.0166 -0.0069
Si -0.014 -0.0099 0.0072
Si 0.0011 0.0007 -0.0179
Si -0.0042 0.0003 -0.0238
Si -0.0039 -0.0019 -0.0353
Si 0.0024 -0.0179 -0.0115
Si 0.0034 -0.0065 -0.0194
Si 0.0092 -0.0136 -0.0157
Si -0.0075 0.0141 -0.0142
Si 0.0036 0.0014 -0.0089
Si -0.0002 0.0043 -0.0079
O -0.0002 0.0048 0.0104
O -0.0012 0.0019 0.0206
O -0.0033 0.0042 0.001
O 0.0035 -0.008 0.0428
O 0.0015 0.0079 0.0229
O 0.0007 -0.0023 -0.0083
O 0.0005 0.0029 0.0031
O 0.0005 0.002 0.0125
O -0.003 -0.008 0.0082
O -0.0037 -0.0016 0.0013
O -0.0026 0.0136 0.0278
O -0.0009 -0.0022 0.0056
O -0.0047 -0.0053 -0.0094
O -0.0008 0.0036 0.0116
O 0.0048 -0.0033 0.008
O -0.0031 0.0036 0.0021
O 0.0002 0.0038 0.0088
O 0.0086 -0.0008 0.0093
O -0.0001 0.0032 0.0008
O -0.001 -0.003 -0.0062
O 0.0031 0.0012 -0.0158
O 0.0027 -0.0008 0.0049
O 0.0058 -0.0056 -0.0111
O -0.001 0.0066 -0.0123
Si 0.0001 0.0012 -0.0044
Si -0.0011 -0.0013 -0.009
Si -0.0015 -0.0027 0.0071
Si -0.0006 0.0003 -0.0019
Si -0.0063 -0.0043 0.0005
Si 0.0034 -0.0053 -0.0079
Si 0.0066 0.0022 -0.0008
Si -0.0032 -0.0011 -0.0141
Si -0.0079 -0.0041 -0.0112
Si 0.0036 -0.0061 0.0001
Si -0.0043 -0.0047 0.005
Si -0.0055 -0.0034 -0.0109
Si 0.0065 -0.0003 0.0031
Si -0.0006 0.0005 -0.0004
Si -0.0008 -0.0035 0.0008
Si 0.0032 -0.0028 0.0004
Si -0.0004 -0.0012 0.0008
Si -0.0034 0.0019 -0.0003
Si -0.0015 -0.0079 -0.0032
Si -0.0032 0.0026 -0.0093
Si 0.0065 0.0075 -0.009
Si -0.0035 0.0023 0.0074
Si 0.0016 0.0045 0.001
Si 0.0067 0.0114 -0.0086
Si -0.0059 -0.0012 -0.0059
Si 0.0004 -0.0035 -0.0051
Si 0.0024 -0.0045 0.003
Si -0.0016 0.0013 0.0089
Si 0.0035 0.0022 -0.0029
Si -0.0011 -0.0003 0.0022
Si -0.0017 0.0006 0.0063
Si -0.0014 0.001 -0.005
Si 0.0002 0.0004 -0.0171
Si -0.0017 -0.0006 0.0003
Si -0.0061 0.0047 0.0179
Si 0.0025 -0.0022 -0.0064
Si 0.0007 0.0004 -0.0104
Si -0.0041 -0.0003 0.0006
Si -0.0041 -0.012 0.0001
Si -0.0074 0.0011 -0.0105
Si 0.0141 -0.0028 0.0007
Si -0.0032 0.0005 0.0046
Si 0.0032 -0.0035 0.0018
Si 0.0048 0.0088 0.0005
Si -0.0037 0.0069 0.0039
Si -0.0052 -0.0038 0.0041
Si 0.0004 -0.002 -0.0086
Si -0.0086 -0.0022 -0.0064
Si -0.0061 0.0014 0.0088
O -0.0051 0.0012 -0.0017
O -0.001 0.0068 0.0061
O 0.0135 -0.0002 0.0069
O -0.0037 -0.0004 -0.0047
O 0.0046 -0.0006 0.002
O 0.0053 0.0008 0.0006
O -0.001 -0.0052 0.0072
O -0.0006 -0.003 0.0067
O -0.0007 -0.0087 -0.0176
O -0.0038 0.0046 0.0117
O -0.0016 0.0031 -0.0034
O 0.0067 -0.0033 0.0043
O -0.0011 -0.0035 -0.0015
O -0.0013 -0.0024 0
O -0.0018 -0.0013 0.0036
O 0.005 0.0007 0.0129
O -0.0046 -0.0021 0.0104
O -0.0114 -0.0047 0.0026
O 0.0101 -0.003 0.0043
O 0.0135 0.0038 -0.021
O 0.0045 0.0081 0.0037
O 0.0011 0.0036 -0.0065
O -0.0019 -0.0018 0.0041
O 0.0055 -0.0013 0.0113
O -0.0043 -0.003 -0.0006
O -0.0004 -0.0012 0.0036
O -0.003 0.0029 0.0126
O 0.007 -0.0034 0.0099
O -0.0023 -0.002 -0.0027
O -0.0016 0.0069 -0.0032
O 0.0001 0 0.0018
O -0.0026 0.0008 -0.007
O 0.002 -0.0027 0.005
O 0.0015 -0.0031 -0.0162
O -0.0007 -0.0076 -0.002
O -0.0033 0.0017 -0.0098
O -0.0056 0.0021 0.0056
O 0.0015 -0.0017 -0.0061
O -0.0049 -0.0003 0.0119
O -0.0006 0.0041 0.0101
O -0.0068 0.0044 -0.0034
O -0.0042 0.0062 -0.0001
O -0.0017 -0.0016 0.0117
O 0.0009 -0.0023 0.0019
O 0.0023 -0.0069 -0.0058
O -0.0033 -0.0035 0.0005
O -0.0005 0.0028 0.0021
O 0.0045 0.002 0.0015
O 0.0024 0 0.0027
O -0.0006 0.0004 -0.0011
O 0.0036 0.0046 0.0007
O 0.0166 0.0024 0.0107
O 0.0034 -0.0037 0.0003
O 0.0004 -0.0047 -0.0061
O 0.002 0.0049 -0.0024
O -0.0051 0.0016 0.0314
O -0.0019 0.0017 0.0025
O 0.0112 0.0098 -0.0055
O -0.0035 0.0054 0.0009
O 0.0092 -0.0024 -0.0002
O -0.0119 -0.001 0.0008
O 0.0057 0.0006 0.009
O 0.0031 0.0036 0.0025
O 0.0131 0.0033 -0.0004
O 0.0021 -0.0058 0.0014
O -0.0107 -0.0158 -0.0029
O -0.0035 -0.0036 0.0085
O -0.0104 -0.006 -0.0068
O -0.0062 -0.0026 0.0081
O 0.0007 0.003 0.0061
O -0.0037 -0.0113 0.012
O 0.001 -0.0002 0
O 0.0006 -0.0022 0.0022
O -0.0046 -0.0039 0.0017
O 0.0004 -0.0001 -0.0002
O -0.0045 -0.0008 -0.006
O 0.0075 0.0199 -0.0151
O -0.006 0.0001 0.007
O -0.0034 -0.0012 -0.0026
O 0.0007 -0.0011 0.0026
O -0.0019 -0.0001 0.0063
O 0.0031 0.005 -0.0238
O -0.0033 -0.0015 -0.0069
O -0.0076 0.0014 0.0236
O -0.0011 -0.0038 0.0076
O -0.0005 -0.002 0.0067

The program warned: the cutoff lies below the one the program advises for these potential files; the exchange-correlation potential is rough where the density is thin.
